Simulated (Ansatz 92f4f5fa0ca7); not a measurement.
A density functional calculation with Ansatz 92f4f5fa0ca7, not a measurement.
Periodic cell of 223 atoms, Si133O90, from a study of silicon, its oxide and their interface. The atomic structure is a simulated model.
Doubt: the cutoff is far below the 930 eV that the study's wrapper takes by default for these files, so forces and energies are approximate.
This geometry differs little from another in the collection (a relaxation step or a small displacement).

Settings
functional: PBE
potential files: Ansatz PAW
basis: plane waves
wave-function cutoff: 580 eV
density cutoff ratio: 5
exchange-correlation grid ratio: 1
k mesh: 1 x 1 x 1, Gamma-centred
self-consistency stop: 5e-08 eV per atom in the density residual
occupations: fixed
spin: none
net charge: 0

Cell vectors (angstrom)
a 10.938 0 0
b 0 10.938 0
c 0 0 32.218

Atoms: element, x, y, z (angstrom)
Si 0.1384 -0.2578 24.8624
Si 5.2427 0.0721 24.8747
Si 3.1312 2.4452 24.7358
Si 7.8434 2.9242 24.6809
Si -0.3092 5.5659 24.5363
Si 5.8174 5.387 24.5552
Si 2.3166 8.4167 24.7897
Si 8.5712 7.9311 24.9442
Si 1.395 1.3916 26.0053
Si 6.8048 1.337 26.0994
Si 4.185 4.1793 25.9312
Si 9.518 4.0327 25.965
Si 1.2735 6.7143 26.0022
Si 6.888 6.8005 26.1055
Si 4.007 9.4716 26.1054
Si 9.653 9.5081 26.2723
Si 2.7158 0.0055 27.4431
Si 8.21 -0.0037 27.4585
Si 0.0009 2.734 27.3798
Si 5.4589 2.7695 27.4242
Si 2.7521 5.4492 27.3662
Si 8.2383 5.4193 27.4423
Si 0.0667 8.1088 27.513
Si 5.4728 8.1733 27.4288
Si 4.1018 1.3673 28.7998
Si 9.5708 1.3673 28.7998
Si 1.3673 4.1018 28.7998
Si 6.8362 4.1018 28.7998
Si 4.1018 6.8362 28.7998
Si 9.5708 6.8362 28.7998
Si 1.3673 9.5708 28.7998
Si 6.8362 9.5708 28.7998
Si 0 0 30.167
Si 5.469 0 30.167
Si 2.7345 2.7345 30.167
Si 8.2035 2.7345 30.167
Si 0 5.469 30.167
Si 5.469 5.469 30.167
Si 2.7345 8.2035 30.167
Si 8.2035 8.2035 30.167
Si 1.3673 1.3673 31.5343
Si 6.8362 1.3673 31.5343
Si 4.1018 4.1018 31.5343
Si 9.5708 4.1018 31.5343
Si 1.3673 6.8362 31.5343
Si 6.8362 6.8362 31.5343
Si 4.1018 9.5708 31.5343
Si 9.5708 9.5708 31.5343
Si 2.7345 0 0.6835
Si 8.2035 0 0.6835
Si 0 2.7345 0.6835
Si 5.469 2.7345 0.6835
Si 2.7345 5.469 0.6835
Si 8.2035 5.469 0.6835
Si 0 8.2035 0.6835
Si 5.469 8.2035 0.6835
Si 4.1018 1.3673 2.0507
Si 9.5708 1.3673 2.0507
Si 1.3673 4.1018 2.0507
Si 6.8362 4.1018 2.0507
Si 4.1018 6.8362 2.0507
Si 9.5708 6.8362 2.0507
Si 1.3673 9.5708 2.0507
Si 6.8362 9.5708 2.0507
Si 0 0 3.418
Si 5.469 0 3.418
Si 2.7345 2.7345 3.418
Si 8.2035 2.7345 3.418
Si 0 5.469 3.418
Si 5.469 5.469 3.418
Si 2.7345 8.2035 3.418
Si 8.2035 8.2035 3.418
Si 1.3506 1.4394 4.8924
Si 6.8256 1.361 4.8872
Si 4.044 4.0991 4.7652
Si 9.5524 4.0552 4.7866
Si 1.3777 6.901 4.7473
Si 6.8391 6.813 4.7274
Si 4.0968 9.6084 4.8857
Si 9.5178 9.6574 4.6588
Si 2.7565 0.1452 6.367
Si 8.2778 -0.0954 6.2264
Si -0.0751 2.8105 6.3379
Si 5.3929 2.7889 6.2105
Si 2.5723 5.3966 6.094
Si 8.1609 5.4114 6.0814
Si -0.0182 8.4064 5.9535
Si 5.5202 8.1313 6.1517
Si 4.0606 1.6417 7.8257
Si 9.7509 1.154 7.6541
Si 0.7215 4.6956 7.5811
Si 6.6025 4.3243 7.5086
Si 4.2967 6.4452 7.2888
Si 9.5656 6.9429 7.1036
Si 1.0959 9.837 7.5127
Si 7.3342 9.0232 7.4393
O 9.5734 6.8107 24.2319
O 4.1752 1.2198 24.3902
O 8.4938 7.9301 7.9458
O 3.239 2.4601 9.0253
O 6.8276 4.1303 24.1516
O 2.8374 7.7054 23.4105
O 5.452 5.4411 7.92
O 0.1597 0.128 8.5286
O 7.131 3.6514 8.9046
O 6.7673 9.6072 8.8612
O 10.8464 6.1364 7.7828
O 1.5508 8.8369 8.7372
O 5.2304 0.8312 8.6758
O 1.5487 4.4457 8.9622
O 8.879 1.6368 8.9373
O 3.4616 6.937 8.6156
O 7.9744 8.791 23.7056
O 8.3308 2.1911 23.2888
O 5.4967 6.2798 23.18
O 2.8339 2.9922 23.2098
O 12.1896 -1.3481 24.2972
O 0.0673 4.8899 23.0529
O 4.0447 7.4296 21.1759
O 10.9794 21.0682 20.7802
Si 5.4167 4.8532 16.6509
Si 0.5511 8.783 20.0561
Si 6.0887 9.3379 12.103
Si 13.3859 4.8936 12.6714
Si 8.7424 3.0371 12.7476
Si 9.9139 0.0496 12.7045
Si 2.0803 3.2569 9.8932
Si 2.595 -3.7162 21.8792
Si 17.7277 7.0629 15.493
Si 7.1008 11.1473 18.6206
Si 8.6245 3.2246 9.5154
Si 3.4982 13.1172 14.007
Si 5.839 0.4837 14.3198
Si 6.9883 5.9768 19.2291
Si 0.8218 4.787 21.5789
Si 13.6869 -0.9647 18.2085
Si 3.3528 2.8314 17.0541
Si 5.3812 10.2944 9.326
Si 9.5383 6.5936 16.5083
Si 16.4842 7.0609 21.7207
Si 9.8075 4.8101 19.0497
Si 1.9074 -0.3221 12.6895
Si 5.2218 20.5448 16.567
Si 8.477 8.1485 12.9337
Si 11.4546 0.5418 10.2386
Si 7.0171 9.602 22.7018
Si 11.3319 11.6963 20.8604
Si -0.5744 -5.199 13.5361
Si 4.4519 1.1849 19.5628
Si 3.0009 8.3199 9.2843
Si 1.0139 1.3599 17.7951
Si 3.3962 7.9147 12.3812
Si 2.5302 2.3242 21.7555
Si 7.3482 2.7476 15.2955
Si 8.8209 8.4638 18.5753
Si 9.0579 0.9187 22.5852
Si 9.2594 2.2363 17.4834
O 6.1924 8.3409 16.2916
O 5.0319 1.7339 13.6267
O 13.1219 5.6628 21.7461
O 6.5143 10.4476 13.2134
O 2.5527 9.157 13.1082
O 1.6585 0.9404 21.8954
O 2.8993 8.0326 10.8504
O 3.5627 -0.1916 19.409
O 10.3495 -4.6868 15.1196
O 9.6133 -3.9634 12.6998
O 3.8654 4.3788 16.8876
O 8.218 9.9595 18.8849
O 9.4211 8.1723 17.0405
O 14.3505 2.0466 15.6248
O 7.4917 7.6338 14.1418
O 11.9034 5.4553 13.0787
O 4.9651 8.2742 12.6166
O 6.197 6.0426 20.643
O 9.9307 14.2039 18.5539
O 5.5469 5.9882 15.4578
O 7.5743 7.4541 18.8623
O 1.6217 8.9749 18.8326
O 12.3681 3.3502 21.1116
O 8.3982 3.1033 11.1632
O 10.09 -2.8292 19.5556
O -0.1872 -5.7685 20.3397
O 6.063 10.609 17.5082
O 3.2832 6.3211 12.7737
O 6.0463 0.7757 19.7811
O 10.1762 5.7394 17.7453
O 1.747 -0.2345 11.0163
O 8.2442 4.9784 19.4642
O 6.1914 14.4567 16.1282
O 11.8015 1.2482 19.4004
O 7.459 14.2014 13.7487
O 4.8712 10.4406 15.2082
O 9.699 4.2895 13.2071
O 8.7553 2.9606 16.1092
O 7.9677 6.195 16.2436
O 4.271 2.0901 18.202
O 4.0667 9.4675 8.8369
O 5.4313 -0.6724 10.9381
O 9.9496 12.4314 21.3401
O 1.7743 2.7798 17.4867
O 10.1126 0.2487 23.6342
O 6.3818 8.4797 21.7025
O 2.5279 4.0719 11.241
O -1.6158 1.5199 13.1265
O 2.6493 11.9749 13.1983
O -0.4485 23.1054 17.0877
O 7.9605 10.7648 22.0326
O 7.0091 1.1433 15.2454
O 1.9542 0.1236 17.2769
O 9.8014 4.1549 9.0045
O 14.7578 9.1516 17.2819
O 0.4422 -0.1767 13.371
O 10.1034 0.1333 11.0507
O 7.4186 -2.4874 11.7003
O 0.9113 2.1221 10.22
O 3.873 2.0407 20.8521
O 16.7302 10.3278 23.4845
O 1.33 7.9679 21.2076
O 5.9718 5.4183 18.0819
O 14.0038 3.7323 13.6716
O 7.9842 1.489 18.1548
O 9.1448 -1.3097 13.189

Results
free energy: -135731.175 eV
free energy less fixed offsets of O -568.88, Si -635.61 eV per atom: 4.155 eV

Forces (eV/angstrom), in the order of the atoms: element, x, y, z
Si 0.0094 -0.0146 -0.0379
Si -0.0157 0.0122 -0.0361
Si 0.0076 -0.0125 -0.0326
Si -0.0098 0.0041 -0.0252
Si -0.0189 0.0155 -0.0254
Si 0.0115 0.004 -0.0228
Si -0.0087 0.017 -0.0435
Si 0.0013 0.0037 -0.0613
Si 0.0068 -0.0079 -0.0126
Si -0.0015 0.0029 -0.0122
Si 0.0127 0.0005 -0.008
Si -0.0125 -0.002 -0.0184
Si -0.0064 0.0008 -0.0199
Si 0.0042 0.0061 -0.0201
Si -0.0075 0.0059 -0.0106
Si -0.0033 0.0001 -0.0162
Si 0.0022 0.0002 0.0036
Si -0.001 0.0018 -0.0019
Si -0.0004 -0.0001 -0.0001
Si -0.001 -0.0049 -0.0012
Si 0.0034 -0.0017 -0.0008
Si 0.0045 -0.0024 0.0008
Si 0.0025 0.0012 0.0051
Si 0.0024 0.0017 -0.0003
Si -0.0644 0.1757 -0.0562
Si 0.1414 0.1412 -0.0767
Si 0.0591 -0.0054 -0.4036
Si 0.086 -0.1123 0.1491
Si -0.1086 -0.1927 -0.1633
Si -0.0725 -0.3645 0.4043
Si 0.2219 -0.1115 0.3251
Si -0.1593 -0.0262 -0.0093
Si -0.0442 -0.0557 -0.0124
Si 0.004 -0.0007 -0.0189
Si -0.0319 -0.0605 -0.0255
Si -0.0397 0.0386 0.0062
Si -0.1101 0.0532 0.0169
Si -0.0174 -0.02 -0.0231
Si 0.0463 0.1328 0.0133
Si -0.0046 -0.0746 -0.0275
Si 0.0512 0.0288 0.0061
Si 0.0318 -0.0247 -0.0243
Si 0.016 0.0067 -0.0156
Si 0.0818 -0.0426 -0.024
Si 0.0272 -0.0238 -0.0412
Si -0.0328 0.034 -0.0098
Si -0.0084 -0.0689 -0.0171
Si -0.0423 0.0058 -0.0096
Si 0.021 -0.0674 -0.0018
Si -0.0056 -0.0022 0.0417
Si -0.1586 0.0711 0.0108
Si 0.0082 0.0085 0.0165
Si -0.0304 0.0474 0.0261
Si 0.0264 0.008 0.0033
Si 0.0069 -0.0295 0.0275
Si -0.0209 0.0468 0.0056
Si -0.0774 0.0007 0.0427
Si 0.1082 0.0204 -0.0359
Si 0.0561 -0.0341 0.0165
Si -0.1175 -0.0477 0.031
Si 0.1202 0.0321 0.0015
Si -0.0556 -0.0178 0.0034
Si 0.1477 0.1106 0.038
Si -0.0089 -0.1461 -0.0013
Si 0.3986 0.8202 -0.1835
Si 0.0198 0.0122 0.6017
Si -0.1797 -0.2421 -0.0434
Si -0.2298 -0.3835 0.1795
Si -0.0963 0.0416 0.2483
Si -0.3142 -0.176 -0.2333
Si 0.3538 0.4825 0.021
Si -0.1892 -0.0968 -0.5058
Si -0.0287 -0.0136 0.0051
Si -0.0003 0.0108 0.0016
Si -0.0075 0.0324 -0.0087
Si -0.013 -0.0035 -0.0091
Si 0.0299 -0.0145 0.0073
Si 0.0029 0.0023 -0.0065
Si 0.0055 -0.0092 0.007
Si 0.0099 0.0053 -0.0076
Si 0.0042 0.018 0.0261
Si 0.0092 -0.0202 0.0004
Si 0.0848 0.0016 -0.049
Si 0.0023 0.0128 -0.0045
Si 0.0078 0.0201 0.0276
Si -0.0197 -0.0005 0.0261
Si -0.0072 0.0125 0.0019
Si -0.0161 -0.0045 0.0173
Si 0.0198 0.0005 0.005
Si -0.2275 0.1851 -0.2171
Si -0.4939 -0.0407 0.5907
Si -0.0246 0.0182 0.0168
Si 0.0026 -0.0244 0.0303
Si 0.0726 -0.0425 0.1002
Si 0.1482 -0.2061 -0.1075
Si 0.033 -0.0487 0.0395
O -0.0103 0.0038 0.0692
O -0.0031 0.016 0.0433
O -0.0191 0.0312 -0.0941
O 0.0156 -0.0246 -0.0168
O 0.0008 -0.002 0.0417
O 0.0018 0.0074 0.0242
O -0.0309 0.0112 -0.0708
O 0.0869 -0.0342 0.2407
O 0.1789 -0.0654 0.0539
O -0.0257 0.0199 0.0037
O 0.159 -0.0646 -0.1701
O -0.0566 0.0865 -0.04
O 0 -0.0247 -0.0018
O 0.0083 0.0215 -0.1703
O -0.1009 0.1682 0.2159
O -0.0018 0.0246 -0.0249
O 0.0022 -0.0038 0.0013
O 0.0043 -0.0022 0.008
O 0.0037 -0.0309 0.0335
O 0.0044 0.0087 0.0336
O 0.0052 -0.0068 0.0618
O -0.0101 0.0101 0.0524
O 0.0008 -0.0004 0.0127
O 0.0019 0.0056 0.0034
Si 0.0235 -0.0021 -0.0049
Si 0.011 0.0094 -0.005
Si 0.0204 -0.0223 0.0211
Si -0.0235 0.01 0.0032
Si 0.0429 0.0933 -0.0507
Si -0.018 -0.0121 0.0736
Si 0.0103 0.129 -0.0913
Si -0.0138 0.0018 -0.0401
Si 0.0137 0.0216 -0.0084
Si 0.0001 0.0041 -0.0015
Si 0.4376 0.3814 -0.1416
Si 0.0125 0.0117 0.0042
Si 0.0162 -0.0095 0.0081
Si 0.0204 0.0001 0.0104
Si 0.0161 0.0184 -0.0317
Si 0.0006 0.0004 0.0109
Si 0.0006 -0.0078 0.0148
Si 0.0121 0.01 0.007
Si 0.0144 0.0021 0.0025
Si -0.004 -0.0131 -0.0261
Si -0.0092 0.0002 -0.0049
Si 0.0078 -0.0212 0.0914
Si 0 0.0062 0.0098
Si -0.0021 -0.0333 -0.0173
Si 0.0231 0.0545 0.195
Si 0.0027 -0.0134 0.0274
Si 0.0167 -0.0019 -0.012
Si -0.0157 0.0015 -0.0347
Si -0.0039 -0.0111 0.0038
Si 0.0216 -0.0278 0.0211
Si -0.0142 -0.0095 0.0124
Si 0.0157 -0.0086 0.0199
Si -0.0109 -0.0317 -0.0354
Si 0.0118 -0.0036 0.015
Si 0.0027 0.0003 0.0093
Si 0.0338 0.0162 -0.0072
Si 0.0006 -0.0058 -0.0006
O -0.0003 -0.0071 -0.0087
O -0.0121 0.0091 -0.0031
O 0.0092 -0.0004 0.0148
O 0.0025 -0.0014 -0.0095
O -0.0065 0.0242 -0.015
O -0.0012 -0.0001 -0.0001
O 0.0013 0.0035 -0.0146
O 0.0128 0.0038 -0.0012
O 0.0027 0.0062 0.0114
O -0.0001 0.0132 0.005
O 0.0028 -0.0027 -0.0057
O -0.002 0.0025 -0.002
O 0.002 -0.008 -0.0144
O 0.0014 0.0008 -0.0045
O -0.0076 0.0058 -0.0001
O 0.0297 -0.0113 -0.0103
O -0.0093 0.0053 -0.0147
O -0.0029 0.0087 0.0102
O 0.0069 0.0076 0.0035
O -0.0009 -0.0087 0.0091
O -0.0033 0.0008 -0.0023
O 0.005 0.0024 -0.0079
O -0.0043 -0.0016 0.006
O 0.0103 -0.0669 0.0049
O -0.0017 0.0026 -0.0044
O 0.0059 -0.0053 0.013
O -0.0018 -0.0013 -0.0057
O -0.0006 0.005 -0.0125
O 0.0005 -0.0034 -0.0069
O 0.004 0.0011 -0.0028
O -0.044 0.026 -0.1124
O -0.0022 0.0014 -0.0095
O -0.0054 0.0181 -0.0034
O -0.0015 0.0073 0.0048
O 0.0174 0.0133 -0.019
O 0.0023 0.0056 -0.0065
O -0.0597 -0.0791 -0.0007
O -0.0111 0.004 -0.0105
O -0.0092 -0.0037 -0.0001
O -0.0059 0.0125 -0.0108
O -0.0069 0.0025 -0.0058
O -0.0054 0.0051 -0.0176
O -0.0213 -0.0061 0.018
O 0.0121 0.0059 -0.0112
O 0.0054 0.0061 0.0098
O 0.0121 0.0091 0.0074
O -0.0095 -0.0325 -0.0028
O 0.0177 -0.0181 -0.0427
O -0.0059 -0.0131 -0.0181
O 0.0064 0.0026 -0.008
O -0.0061 -0.0064 -0.0027
O -0.0061 0.0093 -0.0114
O 0.0007 0.0067 -0.0122
O -0.2287 -0.4291 -0.1927
O 0.0087 0.0013 -0.0119
O 0.0041 0.0078 -0.0266
O 0.0458 0.0069 -0.1154
O -0.0048 0.0155 0.0025
O -0.0404 -0.0945 -0.0447
O -0.0029 0.0041 0.0038
O 0.0113 -0.0043 0.011
O 0.0042 0.0004 0.0094
O -0.011 -0.0015 -0.0091
O 0.0055 -0.0096 -0.0031
O 0.0001 0.0005 0.0042
O 0.0158 0.036 -0.0126

The program warned: the cutoff lies below the one the program advises for these potential files; the exchange-correlation potential is rough where the density is thin.
